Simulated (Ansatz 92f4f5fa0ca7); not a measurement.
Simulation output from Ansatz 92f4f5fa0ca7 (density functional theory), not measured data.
Periodic cell of 273 atoms, Si166O106B1, from a study of silicon, its oxide and their interface. The atomic structure is a simulated model.
Doubt: the cutoff is far below the 930 eV that the study's wrapper takes by default for these files, so forces and energies are approximate.
This geometry differs little from another in the collection (a relaxation step or a small displacement).

Settings
functional: PBE
potential files: Ansatz PAW
basis: plane waves
wave-function cutoff: 580 eV
density cutoff ratio: 5
exchange-correlation grid ratio: 1
k mesh: 1 x 1 x 1, Gamma-centred
self-consistency stop: 5e-08 eV per atom in the density residual
occupations: fixed
spin: none
net charge: -1 e, with a uniform compensating background and no finite-size correction

Cell vectors (angstrom)
a	11.6015	0	0
b	0	13.3963	0
c	0	0	29.8085

Atoms and the computed forces on them: element, x, y, z (angstrom), force x, y, z (eV/angstrom)
Si	11.5547	0.1752	22.9094	0.0008	-0.0011	0.0079
Si	3.9217	0.149	23.042	0	-0.0003	0.0077
Si	7.669	0.1171	23.1495	0.0013	-0.0015	0.005
Si	2.0744	3.4582	22.8858	-0.0002	0.0014	0.0081
Si	5.9071	3.6947	22.9982	0	-0.0021	0.0057
Si	9.7638	3.5421	23.0374	0.0002	-0.0005	0.006
Si	11.6707	6.8599	23.0743	0.0014	0.001	0.0064
Si	3.9615	7.0396	23.2011	0	-0.0032	0.0041
Si	7.8037	6.8935	23.2544	0.0011	-0.0005	0.0057
Si	2.0433	10.2331	23.263	-0.0013	0.0007	0.0056
Si	5.8651	10.0922	23.3271	-0.0003	0.0004	0.0043
Si	9.8454	10.0771	23.2433	-0.002	0.0011	0.0047
Si	11.701	2.3833	23.7499	0.0007	-0.0003	-0.0021
Si	4.0056	2.4048	23.7458	-0.0004	0.0005	-0.0009
Si	7.7898	2.4156	23.7696	-0.0004	0.0005	-0.0011
Si	2.0374	5.7081	23.7114	0.0004	-0.0018	-0.0009
Si	5.8418	5.8156	23.9954	-0.0006	0	0.0005
Si	9.7466	5.7342	23.9199	-0.0009	-0.0006	0.0005
Si	11.7599	9.0201	24.0418	0.001	0.0004	0.0026
Si	3.9113	9.1327	24.2172	0.0004	0.0022	0.0004
Si	7.8547	9.0807	24.0613	0.0009	0.0011	0.0027
Si	1.9171	12.5013	23.8198	-0.0005	0.0009	-0.0016
Si	5.7838	12.3699	23.9539	-0.0003	0.0014	0.0005
Si	9.6841	12.3896	23.7871	0.0002	0.0014	-0.0019
Si	11.6471	2.2923	26.1654	0.0003	0.0008	0.0001
Si	3.9239	2.3018	26.1563	0.0001	-0.0007	-0.0012
Si	7.7583	2.3182	26.1791	0.0001	0.0007	-0.0009
Si	1.9837	5.6267	26.1539	-0.0003	0.0018	-0.0003
Si	5.8263	5.6769	26.338	0.0005	0.0023	-0.0012
Si	9.71	5.6518	26.2943	0.0004	0.003	-0.0014
Si	11.6726	8.9602	26.3729	-0.001	-0.0003	-0.0032
Si	3.893	9.01	26.5151	0.0004	-0.0012	0.0014
Si	7.7963	8.9931	26.3933	0.0008	-0.0005	-0.0028
Si	1.9239	12.3663	26.2284	-0.0001	-0.0012	0.0005
Si	5.8104	12.3179	26.3193	0.0012	-0.0019	-0.0016
Si	9.6871	12.3299	26.192	-0.0005	-0.0016	-0.0013
Si	1.9789	1.19	26.9996	0.0007	-0.0002	-0.0004
Si	5.8321	1.1813	27.0191	-0.001	-0.0007	-0.0003
Si	9.6909	1.1732	26.9765	0.0009	0.001	-0.0012
Si	11.6526	4.5067	27.0069	-0.0005	-0.0013	-0.0003
Si	3.8927	4.5032	27.0165	0.0001	0	-0.0015
Si	7.7595	4.5193	27.0588	0.0009	-0.0017	0.0006
Si	1.9703	7.8019	27.1325	0.0018	0.0003	0.0034
Si	5.8545	7.883	27.1807	-0.0002	0.0007	0.0049
Si	9.7218	7.864	27.145	-0.0014	-0.0017	0.002
Si	11.6036	11.2185	27.0632	0.0035	0.0009	-0.0007
Si	3.8516	11.2717	27.1299	-0.0002	0.0011	0.0039
Si	7.7798	11.2293	27.1028	-0.0048	0.0008	0.0002
Si	1.9478	1.1105	29.3868	-0.003	-0.0071	0.0055
Si	5.8018	1.1198	29.4084	-0.0005	-0.0046	0.0051
Si	9.6547	1.1078	29.377	-0.006	-0.005	0.0088
Si	0.0114	4.4505	29.3969	-0.0032	0.0004	0.0044
Si	3.8733	4.4444	29.3873	0.0001	-0.0027	0.0041
Si	7.7236	4.4658	29.4293	-0.0049	0.0014	0.002
Si	1.9381	7.7723	29.4826	-0.0042	0.0017	-0.0013
Si	5.8356	7.8312	29.5282	-0.0005	-0.0004	-0.005
Si	9.6874	7.8462	29.5013	-0.0023	0.0032	-0.007
Si	-0.0446	11.1334	29.442	-0.0007	-0.005	0.0016
Si	3.8607	11.1969	29.4788	0.0031	-0.0087	-0.0028
Si	7.801	11.1459	29.4699	0.0016	-0.0073	-0.0021
Si	-0.0048	-0.0173	0.3449	0.0064	0.0086	-0.0007
Si	3.8729	0.0142	0.4532	0.0003	0.0081	-0.006
Si	7.7154	-0.0238	0.4011	0.0034	0.0098	-0.004
Si	1.9458	3.3244	0.3679	-0.0006	0.0017	0.0008
Si	5.79	3.3317	0.427	0.0022	0.0004	-0.0045
Si	9.6536	3.3359	0.3704	0.0064	-0.0012	-0.0025
Si	-0.0131	6.6637	0.4274	0.0042	-0.0043	-0.0019
Si	3.8911	6.6576	0.4005	0.0028	0.0025	0.0015
Si	7.7691	6.6832	0.4501	0.0006	-0.0039	-0.0024
Si	1.9215	10.0424	0.3846	0.0024	0.0036	-0.0017
Si	5.8253	10.0969	0.4299	-0.0044	0.0057	-0.0034
Si	9.6795	10.0257	0.6544	-0.005	-0.0003	0.0328
Si	11.5007	-0.1232	2.7044	0.002	-0.0049	-0.0028
Si	3.8437	-0.0625	2.8425	0	-0.0024	0.0016
Si	7.7143	-0.1674	2.779	-0.0028	-0.007	-0.0004
Si	1.9076	3.2635	2.7252	-0.0027	-0.0014	-0.0021
Si	5.7757	3.2671	2.8232	0.002	0.0004	0.0011
Si	9.6013	3.2938	2.7462	0.0003	0.0011	0.0021
Si	11.5486	6.6922	2.7815	-0.0007	0.0038	0
Si	3.8709	6.5919	2.7466	0.0007	-0.0042	0.0009
Si	7.7673	6.707	2.8107	0.0011	0.0029	-0.0008
Si	1.8699	9.9778	2.742	-0.0023	0.0074	-0.0082
Si	5.8742	10.0257	2.7971	0.0089	0.0057	-0.0054
B	9.6717	9.9662	2.7384	0.056	0.0068	-0.0596
Si	11.5392	2.1436	3.4062	0	0.0008	0.0008
Si	3.8124	2.145	3.6519	0.0001	0.0003	-0.0001
Si	7.7007	2.0615	3.5419	0	0.001	0.0006
Si	1.8795	5.5082	3.464	0.0019	0.0013	0.0033
Si	5.8363	5.5395	3.5701	-0.0043	0.0013	0.0018
Si	9.6545	5.5121	3.6069	0.0014	-0.0013	-0.0012
Si	11.3944	8.9974	3.4391	-0.0092	-0.0026	0.0117
Si	3.8915	8.857	3.4066	-0.0023	-0.0082	0.0065
Si	7.9595	9.0101	3.4496	-0.0456	-0.0211	0.0233
Si	1.8526	12.2189	3.5183	0	0.0026	-0.0003
Si	5.7616	12.2102	3.7462	0.0034	0.0023	-0.0008
Si	9.6258	11.9212	3.4001	-0.0064	0.0144	0.014
Si	11.4771	2.151	5.7284	-0.0007	0.0017	-0.0003
Si	3.7292	2.0245	6.068	-0.0011	0.0025	0.0021
Si	7.6137	1.9597	5.9133	-0.0012	0.0023	0.0018
Si	1.8799	5.4044	5.7959	0.0032	-0.0016	0.0002
Si	5.8101	5.4633	5.9392	-0.0019	-0.0005	0.0021
Si	9.6237	5.4484	6.0063	-0.0004	0.0002	0.0022
Si	11.6084	8.8076	5.8295	-0.0018	0.0012	-0.0039
Si	3.9135	8.7831	5.725	0.0001	-0.0059	0.0006
Si	7.7983	8.8288	5.844	0.0002	0.0012	-0.0005
Si	1.7719	12.1477	5.8925	-0.0007	-0.0021	0.0013
Si	5.729	12.1101	6.2471	0.0017	-0.003	0.0025
Si	9.5875	12.0736	5.7773	-0.0037	0.0003	-0.0031
Si	1.6302	0.9643	6.7092	0.0023	-0.0033	-0.0078
Si	5.6728	0.9794	7.0024	0.0006	-0.0042	-0.0109
Si	9.6396	0.9014	6.5366	0.0005	0.0001	-0.0049
Si	11.5714	4.3107	6.6976	-0.0027	0.0037	-0.0095
Si	3.8275	4.3174	6.5492	-0.0011	-0.0011	-0.0106
Si	7.701	4.172	6.6174	0.0022	0.0003	-0.0092
Si	2.0011	7.6433	6.4608	-0.0009	0.0027	-0.0061
Si	5.8526	7.7478	6.6524	-0.0014	-0.0019	-0.0102
Si	9.7177	7.7207	6.7061	0.0023	0.002	-0.0096
Si	11.4391	10.9751	6.7488	0.004	-0.002	-0.0099
Si	3.6559	10.937	6.6265	0.0017	0.006	-0.0086
Si	7.777	10.9663	6.8425	-0.0018	0.0024	-0.0106
O	9.9022	7.899	8.376	-0.0037	-0.0026	0.0132
O	9.9102	0.769	8.1907	0.0033	0.0001	0.0091
O	1.0384	0.9143	8.3022	-0.003	0.0012	0.0078
O	3.0866	10.576	8.1495	-0.0011	-0.0018	0.011
O	5.8522	7.9202	8.325	0.0019	0.003	0.0123
O	5.6073	1.1806	8.6947	0.0012	0.0004	0.0131
O	3.7669	4.3056	8.201	0.003	0.0025	0.0123
O	7.6488	3.7255	8.2477	-0.0016	0.002	0.0095
O	0.0517	4.2692	8.3755	0.0021	-0.0034	0.013
O	11.1573	10.9344	8.4101	0.0002	0.0017	0.0144
O	8.1321	10.7724	8.4902	-0.0019	0.0005	0.016
O	2.2796	7.5414	8.0876	0.0022	-0.0015	0.0146
O	11.4305	0.2003	21.224	-0.0022	0.0015	-0.0112
O	9.7649	3.6614	21.369	0.0015	0.0007	-0.0101
O	4.1384	7.5489	21.6093	0.0015	0.0035	-0.0063
O	6.006	4.1913	21.3805	-0.0014	0.0016	-0.0105
O	5.7585	9.7504	21.6878	-0.0009	-0.0026	-0.008
O	2.1522	3.3919	21.1993	0.0023	-0.0016	-0.0119
O	7.348	13.4343	21.5076	0.0009	-0.0013	-0.0097
O	4.02	0.142	21.3738	-0.0014	-0.0006	-0.0116
O	7.7623	6.9769	21.6	-0.0005	0.0018	-0.0091
O	2.1271	10.1739	21.6074	0.0015	0	-0.011
O	11.5588	6.9698	21.4074	0.0005	-0.0011	-0.0105
O	10.1523	9.6364	21.6488	-0.0008	-0.0003	-0.0093
Si	11.5674	6.4362	11.2756	-0.0024	0.0006	-0.0057
Si	1.5637	10.3671	16.2473	-0.001	-0.0006	0.0011
Si	0.209	3.6763	9.8846	-0.0029	-0.0003	-0.0108
Si	8.0856	12.8558	20.1865	-0.0004	0.0019	0.0093
Si	2.8405	10.4662	9.7388	-0.002	-0.0015	-0.0106
Si	2.58	10.3937	20.0681	0.0013	-0.0006	0.0091
Si	10.355	3.7106	19.8509	-0.0005	-0.0005	0.0082
Si	0.2418	12.8042	17.0892	-0.001	0.0008	0.0046
Si	10.8157	0.7006	19.7847	0.0013	-0.0001	0.0099
Si	3.1557	7.7493	16.2113	-0.0008	-0.0018	0.0014
Si	0.339	6.4894	19.9046	-0.0021	0.0004	0.0083
Si	9.3803	2.5306	14.2809	-0.0006	0.0004	-0.0033
Si	2.8981	2.5465	11.0282	-0.001	0.0016	-0.0061
Si	5.1223	11.9931	15.3549	0.0001	0.0004	0.0011
Si	4.9459	8.6813	20.7404	0.0002	0.0007	0.009
Si	3.6117	-0.3903	11.2772	0.0023	-0.0015	-0.0057
Si	5.5715	8.8957	14.7694	-0.0005	-0.0011	-0.0029
Si	-0.1645	11.3107	9.9771	-0.0007	0.0002	-0.012
Si	9.4571	10.0129	20.2285	0.001	-0.0011	0.0089
Si	3.4646	0.0475	19.8438	0.0002	-0.0003	0.0096
Si	7.4619	4.7065	9.5239	0.0016	-0.0009	-0.0114
Si	2.3647	12.3624	14.1563	0.0009	0	-0.004
Si	6.187	0.5929	10.1267	-0.0015	-0.0006	-0.0118
Si	2.8018	2.9052	19.7653	-0.0021	0.0005	0.0081
Si	5.7134	4.4586	13.6435	0.0003	-0.0002	-0.0027
Si	7.4685	0.22	15.591	-0.0002	0.0005	0.0013
Si	9.605	11.3454	15.1909	0.0006	-0.0002	-0.0026
Si	1.9792	6.561	13.5267	-0.0014	0.001	-0.0034
Si	2.8366	3.5276	14.0024	0	-0.0007	-0.0035
Si	11.7102	9.1738	18.4211	-0.0005	0	0.0042
Si	11.2249	0.8571	9.1602	-0.0009	-0.0015	-0.0107
Si	9.1254	7.3273	9.6863	0.0034	0.0037	-0.0111
Si	8.6721	8.5608	14.5586	0.0006	0.0007	-0.0032
Si	4.7665	7.1739	12.317	0.0006	0.0012	-0.0075
Si	2.9771	5.6287	18.7377	0.0001	-0.0013	0.0046
Si	2.5119	7.4163	9.6707	0.0011	0.0025	-0.013
Si	6.2729	8.4334	9.812	0.0013	0.0004	-0.0104
Si	4.3214	4.7671	9.6342	-0.002	0.0007	-0.0115
Si	9.3629	10.4955	12.2591	0.0003	0.0014	-0.0097
Si	5.9519	13.032	17.9682	-0.0008	0.0001	0.0057
Si	7.9843	4.9388	18.3661	-0.0002	-0.0004	0.0042
Si	8.3012	5.4141	15.2005	-0.0004	0	0.0021
Si	7.3343	11.0758	9.897	0.0042	-0.002	-0.0136
Si	5.393	4.2108	19.8645	0.0022	-0.0012	0.0086
Si	0.7786	1.4951	15.033	0.0001	-0.0002	0.0005
Si	7.5593	7.5333	20.0961	-0.0008	0.0005	0.0071
Si	7.6411	2.801	11.8478	0	0.0003	-0.0064
O	3.4484	6.103	10.0372	-0.0002	-0.0009	0.0033
O	1.9434	2.6588	15.0731	-0.0005	-0.0002	0.0005
O	-0.3626	12.9399	10.1516	0.0001	-0.0006	0.0033
O	8.3651	8.9044	19.8143	-0.0001	0	-0.0021
O	2.4308	1.3134	19.5238	0	-0.0002	-0.0017
O	8.1525	5.3122	16.8044	0.0003	0.0006	-0.0036
O	2.7427	11.9824	19.7037	-0.0001	0.0004	-0.0022
O	7.1465	8.7643	15.0913	-0.0004	0.0002	0.0004
O	1.2751	0.1883	14.1706	-0.0004	0.0003	0.0004
O	4.4051	3.8236	14.4325	-0.0002	0	0.0009
O	4.2245	3.4389	10.6197	-0.0006	-0.0029	0.0034
O	10.9475	2.0867	14.4815	0.0003	-0.0001	0.0003
O	11.3657	4.8284	10.9683	0.0006	0.0021	0.0027
O	10.8353	12.02	16.0395	-0.0009	-0.0003	-0.0008
O	8.932	6.9125	14.7661	-0.0003	0.0002	0
O	1.7605	3.3461	10.2114	0.003	-0.0016	0.0042
O	8.4544	5.9369	9.1982	-0.0012	-0.0006	0.0036
O	11.1438	2.2983	19.538	0.0002	0	-0.0019
O	5.4117	7.611	10.9011	-0.0028	-0.003	0.0066
O	11.4221	7.597	18.7937	0.0002	0.0016	-0.0022
O	7.8761	8.2667	10.1416	-0.0015	0.0002	0.0028
O	10.1275	7.148	10.9657	0.0028	-0.0016	0.0037
O	9.2149	4.1175	14.723	0.0002	0.0002	0.0001
O	8.8364	11.4703	20.5275	-0.0004	0.0006	-0.0027
O	10.5844	10.5162	11.1528	-0.0029	-0.0016	0.0057
O	8.3543	12.2441	15.7416	-0.0005	0.0004	-0.0002
O	4.4461	2.8849	19.8025	-0.0003	0.0003	-0.0019
O	4.6653	0.2241	18.7528	0.0033	-0.0003	-0.0037
O	10.4903	10.0968	18.9768	0.0022	-0.0002	-0.0031
O	6.7984	0.6942	17.0257	0.0007	0.0004	-0.0021
O	0.501	6.7316	12.8155	0.0023	0.0001	0.0034
O	1.0483	7.1283	10.2973	-0.0027	-0.0016	0.0038
O	3.1313	7.1665	12.5249	-0.0005	-0.0007	0.0018
O	3.9621	9.5652	19.7891	-0.0013	0.0011	-0.0027
O	6.7834	5.2022	14.6244	0.0005	0.0005	0.0004
O	0.5671	0.916	16.544	0.0003	0.0006	-0.0014
O	1.5402	11.7857	17.1054	0.0005	-0.0005	-0.001
O	5.3505	8.3302	13.279	0.0001	0.0013	0.0028
O	2.9787	12.3836	12.6481	-0.0019	-0.0004	0.0049
O	6.4322	3.21	12.878	-0.0015	0.0012	0.0024
O	2.789	9.3182	16.5732	0	0.0003	-0.0006
O	6.0012	7.893	19.78	0.0015	-0.0014	-0.0028
O	1.9594	6.3967	19.7508	0.0017	-0.0006	-0.0023
O	1.4635	9.6869	19.1428	-0.0026	-0.0011	-0.0034
O	9.4684	9.7156	15.4627	-0.0001	0.0001	0.0011
O	3.0954	8.8899	10.1736	0.0003	-0.001	0.003
O	8.9942	9.0393	12.9975	-0.0005	-0.0015	0.0034
O	2.1493	7.3125	14.9764	0.0004	0.0005	0.001
O	9.1434	3.8766	18.7809	-0.0016	0.0008	-0.0025
O	4.7284	7.9079	15.7766	0.0004	0.0005	0.0006
O	7.2413	1.6026	10.837	0.0017	0.0027	0.0039
O	8.1168	6.3658	19.1266	0.0005	-0.0023	-0.0024
O	5.9025	5.1613	9.6135	-0.001	0.0003	0.0031
O	6.9986	-0.9318	19.0592	-0.0026	-0.0001	-0.0042
O	11.0336	2.2392	10.0444	0.0002	0.0026	0.0032
O	8.9718	2.4012	12.704	0.0014	-0.0002	0.0031
O	9.7104	11.5033	13.5379	-0.0001	0.0007	0.004
O	6.573	4.204	18.7422	0.0018	0.0006	-0.0023
O	6.046	10.0519	9.949	-0.0015	0.0004	0.0029
O	1.3557	10.8422	10.2724	0.0018	0	0.0023
O	5.1572	10.4784	14.7497	0.0002	0	0.0001
O	1.6852	10.9138	14.6652	0	-0.0003	0.0004
O	11.3558	13.0855	18.6154	0.0014	-0.0025	-0.0052
O	5.4368	11.8514	16.9582	-0.0002	-0.0007	-0.0022
O	8.0956	10.9834	11.3493	0.0027	-0.0007	0.0063
O	11.3163	5.0105	19.6273	0.0004	0.0002	-0.0018
O	8.3621	1.4877	15.0712	-0.0002	-0.0006	0.0006
O	2.4344	4.0467	18.601	0	0.0017	-0.0025
O	3.7539	11.6877	10.3338	0.0008	0.0045	0.0042
O	9.1811	0.5767	19.729	0.0005	0.0006	-0.0021
O	2.768	2.6421	12.6441	0	0.0012	0.0048
O	3.6354	12.634	15.1503	0.0004	0.0003	0.0008
O	7.9878	4.0952	10.9296	0	-0.0025	0.0056
O	5.117	0.2525	11.3281	-0.0022	-0.0002	0.003
O	4.4353	5.4967	19.4739	-0.0017	0.0007	-0.002
O	6.1908	13.0704	14.6814	0.0002	0	-0.0003
O	3.0552	6.567	17.3691	0.0004	0.0026	-0.0032
O	2.7831	0.9309	10.7128	0.0003	0.0001	0.0012
O	0.2868	9.4548	16.8033	0.0011	0.0008	-0.0028
O	5.2349	5.636	12.6185	0.0002	-0.0009	0.002
O	2.1283	4.9653	13.7802	0.0005	-0.0008	0.0008
O	6.9077	12.6148	9.7114	-0.001	0.0023	0.0038

Results
free energy: -165959.330 eV
free energy less fixed offsets of B -154.04, O -568.88, Si -635.61 eV per atom: 7.250 eV

The program warned: the cutoff lies below the one the program advises for these potential files; the forces do not sum to zero within the program's tolerance; the exchange-correlation potential is rough where the density is thin.
